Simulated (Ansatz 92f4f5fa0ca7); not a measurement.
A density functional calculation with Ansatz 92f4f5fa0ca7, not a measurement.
Periodic cell of 284 atoms, Si144O100H32N8, with a vacuum gap, from a study of silicon, its oxide and their interface. The atomic structure is a simulated model.

Settings
functional: r2SCAN
potential files: Ansatz PAW
basis: plane waves
wave-function cutoff: 800 eV
density cutoff ratio: 5
exchange-correlation grid ratio: 1
k mesh: 1 x 1 x 1, shifted by 0.5 0.5 0 of a step
self-consistency stop: 1e-11 eV per atom in the density residual
occupations: fixed
spin: none
net charge: 0
applied field: sawtooth along c, amplitude +0.015 V/angstrom in the program's sign convention, ramp centred at 0.9895 of c and 0.0209 of c wide, no dipole correction

Cell vectors (angstrom)
a 10.888 0 0
b 0 10.888 0
c 0 0 47.8134

Atoms and the computed forces on them: element, x, y, z (angstrom), force x, y, z (eV/angstrom)
Si -0.169 0.5646 34.1853 0.0188 -0.0013 0.0206
Si 2.5561 3.4769 34.3732 0.0194 0.0054 0.0191
Si 0.6547 5.0329 34.349 -0.0052 0.0059 0.0195
Si 3.0581 8.2252 34.0285 0 -0.0037 0.0287
Si 5.7633 0.1397 34.076 0.0084 0.0014 0.0271
Si 8.8924 2.2019 34.0527 -0.0001 0.0111 0.03
Si 5.6877 6.6402 33.5523 0.0091 0.005 0.0371
Si 7.6916 8.9031 32.8548 -0.0104 -0.0002 0.0336
Si 1.5169 1.591 35.508 -0.0197 0.0072 -0.0172
Si 4.3449 4.3958 35.7621 -0.0171 -0.0012 -0.0171
Si 1.5739 6.8929 35.4052 0.0004 -0.0107 -0.0171
Si 4.268 9.6565 35.4007 0.0114 -0.0022 -0.0104
Si 7.0908 1.4254 35.456 0.004 -0.0182 -0.0128
Si 9.6883 4.0148 35.4014 0.0228 0.0025 -0.0127
Si 6.1006 6.1941 35.7445 -0.0059 0 -0.0249
Si 9.6035 9.6558 35.3154 -0.0063 0.0203 0.0044
Si 0.0208 2.7134 36.9362 -0.0088 -0.0025 0.0002
Si 2.8028 0.0402 36.7464 -0.0041 -0.0087 0.0149
Si 0.0332 8.1854 36.6452 0.0156 0.0024 0.0117
Si 2.7352 5.5486 36.9954 0.0117 0.012 -0.0024
Si 5.5872 2.7056 36.8163 0.0082 0.0191 0.0112
Si 8.2224 -0.0618 36.8486 0.0068 0.0009 -0.0045
Si 5.3699 8.139 36.8712 -0.0142 -0.0152 0.0044
Si 8.1342 5.3407 36.673 -0.0124 -0.0184 0.0141
Si 1.3563 4.1168 38.2487 0.0089 -0.0262 0.0114
Si 4.1642 1.3525 38.1254 -0.0015 -0.0122 0.0313
Si 1.3733 9.5441 38.0811 -0.0019 -0.0047 0.0356
Si 4.0296 6.9052 38.3448 -0.0063 0.0113 0.0025
Si 6.8945 4.0371 38.2172 0.0091 0.0075 0.0149
Si 9.5469 1.3127 38.2262 -0.0102 0.0249 0.006
Si 6.8224 9.465 38.1697 0.0103 0.009 0.0213
Si 9.5195 6.7897 37.9979 0.01 -0.0062 0.0381
Si 0.0452 -0.0231 39.5184 0.0232 -0.0262 0.1499
Si 2.7996 2.7162 39.4841 -0.0971 0.0778 0.173
Si -0.0486 5.4839 39.5148 0.0134 0.0028 0.2268
Si 2.6327 8.2302 39.6202 0.0162 -0.0125 0.1992
Si 5.4529 -0.0323 39.5201 0.0282 -0.0413 0.22
Si 8.2058 2.6774 39.6015 0.0089 -0.0161 0.1814
Si 5.4836 5.4601 39.5002 0.0423 -0.0536 0.1636
Si 8.2262 8.1157 39.4652 -0.0598 0.0648 0.1659
Si 1.423 1.3542 40.8307 -0.0329 -0.0222 0.3206
Si 4.1235 4.0937 40.8427 0.0299 -0.0364 0.4023
Si 1.287 6.8224 40.949 -0.0105 0.1164 0.1432
Si 4.0664 9.5553 40.925 -0.0675 -0.0382 0.2997
Si 6.8029 1.3097 40.9111 0.1403 0.0904 0.3028
Si 9.5656 4.0854 40.9101 -0.18 -0.0857 0.3233
Si 6.8575 6.7839 40.8462 0.0399 -0.0009 0.3659
Si 9.5505 9.4877 40.8523 0.1346 0.0287 0.1543
Si 0.1054 2.7218 6.8969 -0.0754 -0.1738 -0.2732
Si 2.6712 0.0006 6.9698 -0.1618 -0.017 -0.2248
Si -0.064 8.1851 7.0219 -0.0282 0.1248 -0.0956
Si 2.7188 5.4005 6.9006 0.1778 -0.0474 -0.2209
Si 5.4629 2.7462 6.9098 -0.0484 0.073 -0.3396
Si 8.1666 -0.087 6.929 0.0604 0.1132 -0.1722
Si 5.4899 8.1523 6.8782 0.0103 -0.0878 -0.3474
Si 8.1647 5.4222 6.9339 -0.0121 0.0344 -0.3398
Si 1.3837 4.0852 8.3544 -0.0518 0.0406 -0.1961
Si 4.0059 1.4575 8.2001 0.0228 -0.0483 -0.1959
Si 1.316 9.527 8.4045 0.0286 -0.0207 -0.1261
Si 4.1614 6.7363 8.1693 -0.0302 0.0267 -0.1945
Si 6.8724 4.0309 8.3068 0.0326 -0.0416 -0.1831
Si 9.6293 1.2869 8.1414 -0.004 0.0097 -0.1607
Si 6.7802 9.469 8.3497 0.0043 0.0272 -0.1855
Si 9.401 6.8353 8.332 0.0402 -0.0124 -0.1643
Si -0.1126 0.0582 9.7736 -0.0152 0.0056 -0.04
Si 2.7438 2.6956 9.7499 0.001 -0.0174 -0.0585
Si -0.0945 5.4692 9.5873 0.0064 -0.0066 -0.0198
Si 2.795 8.0293 9.5149 -0.0073 0.0061 -0.0072
Si 5.3273 0.0701 9.4578 0.01 -0.0139 -0.0144
Si 8.3468 2.5873 9.5277 0.0137 -0.0152 -0.0302
Si 5.5 5.4432 9.5998 -0.0034 0.0124 -0.0313
Si 8.0719 8.1005 9.8647 0.0127 0.0153 -0.0597
Si 1.2958 1.4388 11.1615 -0.0126 -0.013 -0.0131
Si 4.3307 3.9873 10.9518 -0.0082 0.0322 -0.0165
Si 1.3209 6.81 10.868 0.0145 0.0015 -0.0152
Si 3.9374 9.6078 10.7649 0.0037 -0.017 -0.0087
Si 6.9145 1.189 10.7421 -0.0023 0.0058 -0.0186
Si 9.6156 3.9769 10.9781 -0.0003 -0.0071 -0.007
Si 6.788 6.5626 11.2402 -0.0348 -0.0036 -0.0082
Si 9.3732 9.5548 11.2116 0.0072 0.008 -0.018
Si 0.4157 3.2571 12.4513 -0.0006 0.0135 0.016
Si 2.107 -0.5566 12.1034 0.0095 -0.0168 0.0118
Si 0.4497 8.6063 12.1588 0.0096 0.0006 0.0106
Si 3.8761 4.961 13.0206 -0.0127 -0.0236 0.0147
Si 5.2682 2.3097 13.8628 -0.007 0.001 0.0172
Si 7.779 0.8941 14.2295 0.012 -0.0142 0.0146
Si 5.2857 9.2104 12.6117 0.0023 0.0112 0.0021
Si 7.8648 4.7927 12.2965 0.006 -0.0107 0.0112
Si 1.6119 5.3256 12.704 -0.0028 0.0024 0.0032
Si 6.2162 3.0229 11.9161 0.0125 -0.0089 0.0113
Si 3.6674 10.4396 13.8257 0.0064 0.004 0.0291
Si 5.3249 6.9335 13.146 0.015 0.012 -0.0047
Si 8.6795 5.558 14.4742 0.0046 0.0116 0.0206
Si 10.0835 2.8026 14.4424 0.0034 -0.0096 0.0265
Si 7.4104 10.4274 12.3342 -0.0155 -0.0026 0.0273
Si 11.4173 7.0608 13.9396 -0.0035 -0.0059 0.0253
Si 8.4677 3.1705 31.0646 0.006 0.002 0.0529
Si 16.9461 -10.6246 26.7166 -0.0049 -0.0038 0.0528
Si 4.7321 9.6595 16.39 0.0018 0.0002 0.034
Si 3.6048 3.6797 15.7563 -0.0075 -0.0061 0.0274
Si 11.8519 13.1955 16.8403 0.0045 -0.0092 0.0423
Si 2.8312 5.8481 22.6958 -0.0034 -0.0068 0.0416
Si 15.2565 18.1533 17.9398 0.0027 -0.001 0.0531
Si 17.9472 0.6549 19.0684 -0.0019 -0.0038 0.055
Si 6.1031 7.1458 15.4145 -0.0057 0.0022 0.0471
Si 10.0026 3.1519 26.4908 -0.002 0.001 0.049
Si 8.9328 9.6205 18.0872 -0.0043 -0.0041 0.0433
Si 12.4549 18.8115 18.5611 -0.0019 0.0032 0.0526
Si 12.2318 3.1823 21.9678 -0.0069 0.0048 0.0458
Si 5.8102 1.7215 16.6454 0.0024 -0.0031 0.0513
Si 13.6298 9.5863 20.9141 0.002 0.0058 0.0472
Si 8.0062 17.9314 21.2488 0.0012 -0.0079 0.0587
Si 1.5148 -2.3561 23.5348 0.0055 0.0004 0.0544
Si 10.255 4.6228 16.7983 0.003 0.0059 0.0404
Si 12.6179 9.1413 15.8467 -0.0081 0.0017 0.03
Si 10.2092 10.9817 15.7846 -0.0013 -0.0058 0.0351
Si 16.2159 -0.1996 21.479 0.0032 0.0087 0.051
Si 7.8618 -5.6679 23.4914 0.0019 -0.002 0.0489
Si 9.5125 20.1181 22.9537 -0.0012 -0.0029 0.0454
Si 15.8107 -3.3137 20.9375 -0.0016 -0.0005 0.0451
Si 8.8117 5.9333 26.1421 0.0038 0.0028 0.0529
Si 9.464 6.9154 18.4679 -0.0114 0.0111 0.0473
Si 12.9518 9.2214 26.4942 -0.0027 -0.0014 0.0529
Si 6.0575 -6.2074 27.1564 -0.0058 0.0042 0.0509
Si 23.5633 13.6472 27.8932 0.0051 0.002 0.0425
Si 14.1332 11.9789 26.1038 -0.008 0.0074 0.0477
Si 4.4819 -12.6066 28.1847 -0.0006 -0.0001 0.0425
Si 4.1506 2.1453 32.142 -0.0053 0.0062 0.0583
Si 5.8531 -6.2986 31.4019 -0.0011 -0.0074 0.0548
Si 7.5092 11.014 23.842 -0.0055 0.0107 0.0525
Si 25.5079 1.7487 23.2668 0.0014 0.0029 0.0498
Si 23.2401 1.264 19.6415 0.0034 0.0093 0.0755
Si -0.2952 18.6069 27.8572 -0.0011 -0.0001 0.0552
Si -6.2763 17.3623 29.1849 0.0036 -0.0057 0.0489
Si -1.3271 2.5766 23.6407 -0.0008 0.0024 0.0467
Si -3.3358 2.3155 28.2628 0.0054 0.0019 0.0514
Si 9.6048 10.9274 20.4611 0.0031 0.0024 0.0583
Si 20.6235 8.0893 30.7617 -0.0056 0.0014 0.0478
Si 2.8247 11.3096 29.856 -0.0047 -0.0018 0.0587
Si 10.5894 5.274 31.3241 -0.0022 -0.0063 0.0603
Si 12.9569 17.1367 16.3483 -0.0031 0.0039 0.0352
Si 15.8886 4.3563 24.249 0.007 -0.0028 0.0498
Si 12.6013 16.5095 29.0911 -0.0057 0.001 0.0461
Si 1.1643 -1.1493 31.9177 0.0013 0.0036 0.0475
O 4.1798 -3.6414 33.3234 -0.0027 -0.0008 -0.0064
O -8.8839 -1.3542 22.3576 0.0083 0.0061 -0.0349
O 6.6889 -0.7137 33.0075 0.0061 -0.0063 -0.0114
O 0.0507 5.3907 32.8751 -0.0114 -0.0044 -0.0427
O 4.9058 1.2616 33.2574 -0.0117 0.0086 -0.0205
O -2.581 11.8353 20.0764 -0.0106 -0.0026 -0.0186
O 15.7195 13.7818 23.5735 -0.0048 -0.0048 -0.0197
O 12.7078 -3.8925 23.183 0.0029 -0.0037 -0.0195
O 0.1871 -2.3727 31.5525 -0.0064 -0.0055 -0.0159
O 13.4416 2.4978 26.4843 0.0058 -0.0078 -0.0281
O 0.6201 -15.3458 28.2203 -0.0068 0.0092 -0.0235
O 1.095 -5.5495 30.5401 0.0126 0.0027 -0.0316
O 5.7114 5.1553 32.8988 -0.0001 -0.0122 -0.0262
O 6.7918 7.5661 32.8156 0.0068 0.0061 -0.0174
O 7.5461 6.3526 15.3859 -0.0042 -0.0004 -0.0144
O 11.3651 9.9813 15.2122 0.0021 -0.002 -0.0181
N 6.4857 1.7632 15.0488 0.001 0.0003 -0.041
O -0.9495 10.628 17.3355 0.0067 0.0083 -0.0266
O 5.3189 6.6113 16.7772 0.0103 0.0006 -0.0337
N 3.2905 9.7852 15.4128 -0.0017 0.0026 -0.0331
O 5.9527 8.806 15.6507 0.0028 -0.0111 -0.0166
O 10.8638 3.3578 17.6004 -0.0031 0.0028 -0.0155
O 10.6876 2.8733 22.475 0.0134 0.0045 -0.0267
O 12.3518 -1.7492 17.4705 0.0035 0.005 -0.0351
O 15.5907 -9.7527 26.779 -0.0025 0.002 -0.0149
O 15.0138 12.0125 13.8977 -0.0004 0.0045 -0.0184
N 15.2044 3.7161 14.2167 -0.0005 0.0068 -0.0041
O 13.3549 10.9887 20.1503 -0.0059 0.0048 -0.0129
O 11.0313 7.1817 18.8048 -0.0004 0.0005 -0.0204
O 10.8202 19.6186 23.7239 -0.006 0.0041 -0.015
O 25.4217 5.1951 23.9449 -0.0106 0.0078 -0.0228
O 15.1316 11.7468 22.0403 0.0061 -0.0129 -0.0213
O 7.4326 -0.673 18.1853 0.0008 -0.0003 -0.0232
O 8.4588 6.2637 24.5877 -0.0077 -0.002 -0.0336
O 14.123 16.1301 15.8997 0.0048 -0.0043 -0.0149
N 9.4812 4.2149 15.3096 -0.0038 -0.0019 -0.0352
N 12.4793 -3.3698 15.2654 -0.0044 0.0031 -0.0238
O 37.7609 8.0167 29.1348 -0.0011 0.0058 -0.0203
O 3.5776 12.0069 31.0746 -0.0088 -0.0145 -0.0329
O 15.2932 19.7714 17.7603 -0.0004 0.0066 -0.0283
N 13.5798 6.8445 17.8242 -0.0031 -0.0047 -0.0354
O 2.1778 15.1174 28.4192 -0.0009 -0.0111 -0.0206
O 9.8454 6.707 14.2962 -0.0041 -0.0041 -0.014
O 11.5737 16.3597 16.4716 0.001 0.0016 -0.0138
O -2.0648 12.9404 13.7222 -0.0046 0.008 -0.0071
O 6.7676 12.7195 17.9719 -0.0125 0.0078 -0.0311
O 2.1898 13.814 15.9894 0.0073 0.0052 -0.0171
O 1.8569 15.6172 22.0112 -0.0033 -0.003 -0.0117
O 8.4377 -1.1817 24.0557 0.0061 -0.0057 -0.0206
O 6.2562 16.0112 23.5957 0.0048 0.0046 -0.0143
O 22.407 8.8101 27.1048 0.0076 0.0058 -0.0208
O 10.8488 0.8756 19.9702 0.0053 0.0026 -0.0193
O 4.9225 6.9957 19.4184 -0.007 -0.0031 -0.0471
O 13.0549 -9.2956 28.9488 -0.0056 0.0132 -0.027
O 9.9117 8.3853 29.1756 0.0097 -0.0033 -0.0445
O 7.4382 -5.4307 26.8445 0.0077 0.003 -0.015
O 9.4949 9.551 19.6093 -0.0054 -0.0044 -0.0273
O 20.7249 10.5016 21.9898 -0.0019 0.0122 -0.0348
N 15.3139 9.231 21.1542 -0.0029 -0.0035 -0.029
O 19.8473 19.0117 17.4934 0.0007 0.0005 -0.0166
O 5.1218 11.1574 16.7908 -0.0034 0.0008 -0.0184
O 8.5597 14.7075 23.775 -0.001 0.0007 -0.0172
O 3.9395 6.5468 21.7325 0.0118 0.0154 -0.0251
O 1.6601 13.5474 20.4553 0.0006 -0.0139 -0.0368
O 4.7016 13.8156 16.7143 -0.002 0.0041 -0.0186
O 20.1722 5.5001 17.7234 0.004 -0.0127 -0.0274
O 23.3893 12.3003 18.0253 -0.0077 0.0076 -0.0297
O 19.0942 5.6276 21.9807 0.0002 0.0159 -0.035
O 14.3886 0.8079 24.5453 0.0029 0.0034 -0.0301
O 10.3155 2.4175 25.0743 -0.0042 -0.0027 -0.0368
N 21.6731 12.5748 15.6158 -0.0066 0.0077 -0.0246
O 13.2162 9.1054 32.8521 -0.0097 0.0107 -0.0247
O 2.2842 13.2484 22.9738 -0.0097 0.0038 -0.022
O -6.9883 -22.2585 29.0542 0.0094 -0.0111 -0.0278
O 8.7292 21.694 15.1439 -0.0079 0.0083 -0.0188
O 8.9419 8.0847 22.0093 -0.0098 -0.0086 -0.0285
O 17.2665 3.4417 28.1602 -0.0051 0.0062 -0.024
O 8.4963 1.3596 23.4555 -0.0008 -0.0029 -0.017
O 24.7425 24.7731 32.8467 0.0123 -0.013 -0.0269
O 11.0961 2.7506 27.5942 -0.0085 0.0028 -0.0273
O 24.7906 17.4079 29.3209 0.0014 0.0014 -0.015
O 20.4705 -4.4043 30.934 0.0017 0.0017 -0.0178
O 8.3914 13.2505 32.4716 -0.0031 0.0109 -0.0364
O 6.4703 7.5225 21.4018 -0.0043 0.0015 -0.0206
O 8.6007 13.5592 27.0969 0.0089 0.0021 -0.0228
O 17.9021 11.7361 27.8746 -0.006 -0.0073 -0.0253
O 3.2715 -2.3637 27.3119 -0.01 0.0018 -0.0174
O -1.4737 -3.6473 26.8591 -0.0075 -0.0096 -0.0178
O 17.4169 -0.2289 22.5775 -0.0129 -0.0015 -0.0308
O 9.9222 4.7523 26.2494 -0.002 0.0026 -0.0156
O 5.2477 16.5938 30.4323 -0.0097 0.0159 -0.037
O -5.7649 3.1548 31.3419 0.0028 0.0047 -0.0151
O 17.587 0.3582 25.2258 0.0134 -0.0016 -0.0402
O 8.1817 -8.635 29.7561 -0.0083 -0.0067 -0.0404
O 8.4819 -4.0187 19.7327 0.0147 -0.0024 -0.0401
O 16.7013 11.2613 20.0412 0.0124 0.0089 -0.0309
O 13.0013 -2.4802 19.9921 -0.0111 -0.0093 -0.0364
O 1.7064 10.3399 30.5143 0.0101 0.0086 -0.0306
O 8.5047 8.9032 31.4433 0.0133 -0.005 -0.032
O 8.7149 30.658 34.1266 -0.008 -0.0114 -0.0182
O -5.852 -5.1797 27.8389 0.0053 -0.0101 -0.0311
O 7.4027 4.378 31.0502 0.0005 -0.0004 -0.0127
O -5.5666 4.1571 25.8156 -0.0101 -0.0012 -0.0345
O 11.2545 0.0216 32.7124 0.0094 -0.015 -0.0275
O 9.9237 3.8518 30.946 -0.0004 0.0017 -0.0132
O 13.1089 19.7304 24.941 -0.006 -0.0047 -0.0422
O 13.1435 -0.0687 26.6404 0.0017 0.0017 -0.0173
O 5.6478 9.6494 27.1571 0.0054 0.0074 -0.0233
H 2.2109 0.4998 41.7632 -0.3323 0.4448 -0.2702
H 0.6167 2.1912 41.7632 0.2561 -0.2476 -0.3066
H 3.2726 4.8853 41.7751 0.2366 -0.1798 -0.3085
H 4.9428 3.2695 41.7751 -0.2668 0.3299 -0.2563
H 0.4687 7.6478 41.8815 0.3788 -0.5144 -0.1704
H 2.1116 6.0035 41.8815 -0.2068 0.1383 -0.3218
H 4.8941 8.7395 41.8574 -0.2459 0.1432 -0.2883
H 3.2261 10.3583 41.8574 0.5557 -0.2552 -0.1704
H 6.0102 2.1595 41.8435 0.2075 -0.35 -0.2504
H 7.6148 0.4781 41.8435 -0.3206 0.2622 -0.2336
H 10.4061 3.2828 41.8425 -0.1652 0.3549 -0.2631
H 8.7248 4.8878 41.8425 0.3075 -0.3648 -0.2147
H 7.6624 5.9455 41.7786 -0.3164 0.3598 -0.2616
H 6.0359 7.6059 41.7786 0.2682 -0.1409 -0.3069
H 8.7075 10.2877 41.7848 0.2528 -0.2472 -0.3392
H 10.363 8.6566 41.7848 -0.4281 0.4256 -0.272
H -0.7351 3.5245 5.9644 0.265 -0.1373 0.2984
H 0.9118 1.8849 5.9644 -0.2468 0.609 0.1565
H 3.5114 -0.8023 6.0373 -0.2443 0.1152 0.3387
H 1.8833 0.855 6.0373 0.2413 -0.6264 0.1865
H -0.8764 9.0161 6.0894 0.4918 -0.4294 0.2202
H 0.7543 7.3597 6.0894 -0.1948 0.1408 0.3516
H 3.5697 4.6089 5.9681 -0.5001 0.1697 0.1897
H 1.8941 6.2195 5.9681 0.167 -0.2121 0.2843
H 6.2557 1.8963 5.9774 -0.2333 0.1821 0.2799
H 4.6436 3.5705 5.9774 0.4993 -0.1637 0.2049
H 7.3547 0.7445 5.9966 0.0913 -0.2925 0.301
H 9.0096 -0.887 5.9966 -0.5859 0.3107 0.1493
H 4.6622 8.9681 5.9457 0.2677 -0.1405 0.2715
H 6.3114 7.3302 5.9457 -0.2642 0.4103 0.1987
H 7.3599 6.2606 6.0015 0.2017 -0.4537 0.2415
H 9.0055 4.6199 6.0015 -0.1386 0.3014 0.3002

Results
free energy: -152741.909 eV
free energy less fixed offsets of H -15.71, N -386.36, O -570.45, Si -639.56 eV per atom: -6.669 eV

The program warned: the cutoff lies below the one the program advises for these potential files; the forces do not sum to zero within the program's tolerance; empty levels may hold ghost states of the PAW files; the exchange-correlation potential is rough where the density is thin.
